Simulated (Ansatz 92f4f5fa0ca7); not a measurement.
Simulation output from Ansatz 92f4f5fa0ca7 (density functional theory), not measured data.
Periodic cell of 306 atoms, Si196O110, from a study of silicon, its oxide and their interface. The atomic structure is a simulated model.
Doubt: the cutoff is far below the 930 eV that the study's wrapper takes by default for these files, so forces and energies are approximate.
This geometry differs little from another in the collection (a relaxation step or a small displacement).

Settings
functional: PBE
potential files: Ansatz PAW
basis: plane waves
wave-function cutoff: 580 eV
density cutoff ratio: 5
exchange-correlation grid ratio: 1
k mesh: 1 x 1 x 1, Gamma-centred
self-consistency stop: 5e-08 eV per atom in the density residual
occupations: fixed
spin: none
net charge: 0

Cell vectors (angstrom)
a, 11.6015, 0, 0
b, 0, 10.938, 0
c, 0, 0, 42.2437

Atoms and the computed forces on them: element, x, y, z (angstrom), force x, y, z (eV/angstrom)
Si, 0, 0, 0.9665, 0.0071, 0.0374, -0.001
Si, 3.8672, 0, 0.9665, -0.0124, 0.0424, -0.0084
Si, 7.7343, 0, 0.9665, 0.008, 0.0197, -0.0033
Si, 1.9336, 1.3673, 0.9665, 0, -0.0037, -0.0027
Si, 5.8008, 1.3673, 0.9665, -0.0024, -0.055, 0.0013
Si, 9.6679, 1.3673, 0.9665, 0.0005, -0.0177, 0.0165
Si, 0, 5.469, 0.9665, -0.0008, 0.0168, -0.0131
Si, 3.8672, 5.469, 0.9665, 0.0025, 0.0111, -0.0016
Si, 7.7343, 5.469, 0.9665, 0.0008, 0.0923, -0.0085
Si, 1.9336, 6.8362, 0.9665, -0.0056, -0.0679, 0.0088
Si, 5.8008, 6.8362, 0.9665, -0.0066, -0.077, 0.0067
Si, 9.6679, 6.8362, 0.9665, 0.0113, -0.024, -0.0041
Si, 1.9336, 2.7345, 41.2766, -0.0095, 0.0051, 0.0171
Si, 5.8008, 2.7345, 41.2766, -0.0165, 0.0286, 0.0179
Si, 9.6679, 2.7345, 41.2766, -0.0027, -0.0297, 0.0437
Si, 0, 4.1018, 41.2766, -0.0101, -0.0305, -0.0103
Si, 3.8672, 4.1018, 41.2766, -0.0189, -0.0035, 0.0048
Si, 7.7343, 4.1018, 41.2766, -0.0084, -0.1199, -0.0385
Si, 1.9336, 8.2035, 41.2766, -0.0182, 0.0681, -0.0206
Si, 5.8008, 8.2035, 41.2766, -0.0276, 0.091, -0.0341
Si, 9.6679, 8.2035, 41.2766, -0.0005, 0.0314, -0.0099
Si, 0, 9.5708, 41.2766, -0.025, -0.0132, 0.0288
Si, 3.8672, 9.5708, 41.2766, -0.0016, -0.0353, 0.0136
Si, 7.7343, 9.5708, 41.2766, -0.0187, -0.011, 0.0009
Si, 0, 0, 4.8337, 0.001, -0.0544, 0.15
Si, 3.8672, 0, 4.8337, 0.0388, -0.0996, 0.0244
Si, 7.7343, 0, 4.8337, 0.0558, -0.1165, 0.019
Si, 1.9336, 1.3673, 4.8337, 0.1278, -0.1208, -0.2608
Si, 5.8008, 1.3673, 4.8337, 0.0556, -0.0193, 0.2036
Si, 9.6679, 1.3673, 4.8337, -0.0269, 0.0282, 0.1405
Si, 0, 5.469, 4.8337, 0.0649, 0.0958, -0.2498
Si, 3.8672, 5.469, 4.8337, 0.0726, 0.0912, -0.1428
Si, 7.7343, 5.469, 4.8337, 0.0187, 0.0151, 0.2051
Si, 1.9336, 6.8362, 4.8337, 0.0061, -0.0536, 0.2057
Si, 5.8008, 6.8362, 4.8337, 0.1094, -0.0997, 0.16
Si, 9.6679, 6.8362, 4.8337, -0.0213, -0.1257, -0.1616
Si, 1.9336, 2.7345, 2.9001, 0.0079, -0.0243, -0.0469
Si, 5.8008, 2.7345, 2.9001, 0.0158, 0.0591, 0.0002
Si, 9.6679, 2.7345, 2.9001, 0.0171, 0.0276, -0.0142
Si, 0, 4.1018, 2.9001, 0.0118, 0.0018, -0.01
Si, 3.8672, 4.1018, 2.9001, 0.0079, -0.0181, 0.0118
Si, 7.7343, 4.1018, 2.9001, 0.0205, -0.123, 0.0528
Si, 1.9336, 8.2035, 2.9001, 0.0254, 0.089, 0.0433
Si, 5.8008, 8.2035, 2.9001, 0.017, 0.0984, 0.0322
Si, 9.6679, 8.2035, 2.9001, 0.0138, 0.0209, 0.0053
Si, 0, 9.5708, 2.9001, 0.0081, -0.021, -0.0179
Si, 3.8672, 9.5708, 2.9001, 0.0302, -0.0128, -0.0191
Si, 7.7343, 9.5708, 2.9001, 0.0168, 0.001, -0.0223
Si, -0.6359, 1.3993, 30.3132, -0.0544, 0.0113, 0.1022
Si, 4.059, -0.0963, 31.3795, -0.0401, 0.0655, 0.0836
Si, 7.6891, -0.0064, 31.6974, -0.0673, 0.0508, 0.0478
Si, 2.1246, 2.2711, 31.5045, 0.152, -0.0787, 0.054
Si, 5.8273, 1.4422, 31.502, 0.0677, 0.0069, 0.077
Si, 9.7816, 0.9002, 32.2221, 0.0408, -0.0003, -0.0107
Si, 0.341, 5.2884, 31.5951, 0.1214, 0.2693, -0.1573
Si, 3.4153, 4.8281, 31.5826, -0.0174, 0.0503, -0.1484
Si, 7.655, 5.2858, 31.1452, -0.0714, 0.0568, 0.0658
Si, 2.6206, 8.6502, 29.9596, 0.0454, 0.0432, 0.0339
Si, 5.8216, 6.8434, 31.1624, 0.1025, -0.1258, -0.0625
Si, 9.9638, 7.4973, 31.5958, -0.0232, -0.1498, -0.0528
Si, 1.8843, 2.8207, 33.749, 0.1179, 0.019, -0.0767
Si, 5.7532, 2.699, 33.5611, 0.0138, -0.0388, -0.2288
Si, 9.5832, 2.7524, 33.6338, -0.1017, 0.0436, -0.08
Si, -0.0706, 4.0771, 33.5751, -0.0527, -0.1053, 0.0193
Si, 3.8623, 4.0969, 33.7379, -0.1224, -0.0108, -0.0544
Si, 7.6567, 4.1166, 33.3435, 0.136, -0.0154, -0.0166
Si, 2.0473, 8.693, 32.9345, -0.0308, -0.0987, 0.0936
Si, 5.6938, 8.0506, 33.3794, -0.156, -0.0695, -0.0509
Si, 9.4554, 8.4214, 33.6471, 0.0742, 0.0271, 0.0563
Si, -0.5956, 10.1757, 33.4811, -0.0306, 0.0497, -0.0465
Si, 4.0346, 9.7112, 33.4687, -0.0166, -0.0528, 0.0059
Si, 7.4428, 9.5757, 33.6137, 0.1513, 0.0804, -0.1619
Si, -0.1212, 0.1179, 35.5747, -0.0751, -0.029, 0.0872
Si, 3.8713, 0.0243, 35.4718, -0.0639, -0.0145, -0.0146
Si, 7.6295, 0.023, 35.5218, 0.0479, -0.0137, 0.1027
Si, 1.8923, 1.3234, 35.5181, 0.0172, 0.0141, 0.0257
Si, 5.761, 1.4132, 35.5279, -0.0609, 0.0158, 0.0671
Si, 9.5282, 1.4523, 35.5968, 0.1367, -0.006, 0.0077
Si, -0.1039, 5.459, 35.4772, 0.0607, 0.0674, 0.0734
Si, 3.8533, 5.5221, 35.5572, -0.0878, 0.0408, 0.0427
Si, 7.6858, 5.4727, 35.3542, -0.0035, 0.0361, -0.0069
Si, 1.8418, 6.7742, 35.4916, -0.0314, 0.0118, 0.0129
Si, 5.7668, 6.8493, 35.4259, 0.08, -0.0484, 0.0193
Si, 9.6021, 6.8741, 35.4441, -0.0432, 0.0254, -0.0085
Si, 1.8944, 2.742, 37.4166, -0.0121, -0.084, -0.0191
Si, 5.762, 2.7788, 37.4347, 0.0283, -0.0139, 0.0544
Si, 9.5827, 2.7971, 37.4881, -0.0139, -0.0609, 0.0193
Si, -0.0568, 4.0948, 37.4106, -0.0104, 0.0141, 0.0109
Si, 3.8192, 4.1055, 37.4422, 0.0242, 0.0368, -0.0397
Si, 7.677, 4.1604, 37.3712, -0.0202, 0.0431, 0.0096
Si, 1.8951, 8.2189, 37.3865, -0.0087, -0.0561, -0.0306
Si, 5.784, 8.1987, 37.3866, -0.027, -0.0027, 0.0167
Si, 9.6098, 8.1979, 37.4128, 0.0515, -0.0316, -0.0336
Si, -0.0594, 9.5624, 37.4105, 0.0267, 0.0508, -0.0189
Si, 3.8494, 9.5629, 37.3883, -0.0093, 0.0295, 0.0433
Si, 7.6948, 9.5699, 37.4262, 0.0049, 0.0472, 0.0048
Si, 0, 0, 39.343, -0.0441, 0.0026, -0.0534
Si, 3.8672, 0, 39.343, 0.008, -0.011, -0.1758
Si, 7.7343, 0, 39.343, -0.0207, 0.0734, 0.081
Si, 1.9336, 1.3673, 39.343, -0.039, -0.0055, 0.0128
Si, 5.8008, 1.3673, 39.343, 0.0085, 0.0211, 0.0018
Si, 9.6679, 1.3673, 39.343, -0.1062, -0.0248, 0.2519
Si, 0, 5.469, 39.343, -0.0096, 0.0451, -0.0361
Si, 3.8672, 5.469, 39.343, -0.0473, 0.1259, 0.1994
Si, 7.7343, 5.469, 39.343, -0.0968, 0.2247, -0.0917
Si, 1.9336, 6.8362, 39.343, -0.0176, 0.0119, -0.141
Si, 5.8008, 6.8362, 39.343, 0.0026, -0.043, -0.0932
Si, 9.6679, 6.8362, 39.343, -0.0502, -0.0621, 0.0276
Si, 2.0148, 2.7481, 6.7132, -0.025, -0.0699, -0.0017
Si, 5.8575, 2.7402, 6.7924, -0.0141, -0.0523, -0.0106
Si, 9.7125, 2.7561, 6.7773, 0.0233, -0.071, -0.0303
Si, 0.0739, 4.0612, 6.7012, -0.0405, 0.0566, 0.0028
Si, 3.9381, 4.1131, 6.7504, 0.026, 0.0479, 0.0303
Si, 7.7711, 4.1251, 6.8243, 0.0175, 0.0492, 0.0052
Si, 1.9708, 8.1835, 6.8122, 0.0024, -0.0609, 0.0482
Si, 5.8633, 8.1651, 6.8122, 0.0075, -0.0203, 0.0169
Si, 9.7068, 8.1538, 6.7694, -0.0376, 0.0127, 0.055
Si, 0.0205, 9.5325, 6.7675, -0.0001, -0.0043, -0.0428
Si, 3.9333, 9.5126, 6.7436, 0.001, 0.0427, -0.0283
Si, 7.7817, 9.5541, 6.7723, 0.0053, 0.0722, -0.0283
Si, 0.0604, -0.0204, 8.6726, -0.0969, 0.018, -0.101
Si, 3.9826, -0.0461, 8.6383, -0.0972, -0.0476, -0.0708
Si, 7.8117, 0.067, 8.6496, 0.0049, -0.0539, -0.1041
Si, 2.0082, 1.2348, 8.4993, 0.0839, 0.0459, -0.0006
Si, 5.8557, 1.3806, 8.7465, 0.0462, 0.0526, 0.035
Si, 9.7459, 1.3913, 8.7126, 0.0073, 0.0569, -0.0003
Si, 0.141, 5.34, 8.6494, -0.003, 0.0033, 0.0898
Si, 3.9537, 5.4792, 8.6872, -0.0519, -0.0044, 0.028
Si, 7.78, 5.4538, 8.836, -0.1057, 0.0625, -0.0068
Si, 2.0099, 6.8074, 8.7866, 0.0151, -0.0001, -0.0365
Si, 5.8657, 6.877, 8.8417, 0.0566, -0.008, -0.0619
Si, 9.7813, 6.6981, 8.6573, 0.0265, -0.1018, -0.102
Si, 2.1159, 2.3696, 10.4924, -0.0437, 0.0065, 0.0625
Si, 5.8886, 2.736, 10.7379, -0.0732, 0.1447, -0.0883
Si, 9.7391, 2.7282, 10.694, -0.016, -0.0167, 0.0923
Si, 0.1841, 3.8774, 10.5457, 0.0894, 0.0638, -0.0871
Si, 3.873, 3.9066, 10.4245, -0.013, -0.0088, -0.0226
Si, 7.7861, 4.116, 10.8279, 0.0499, -0.0572, -0.0189
Si, 2.1093, 8.2495, 10.7163, -0.0317, -0.01, -0.0256
Si, 5.9982, 8.2924, 10.7952, 0.0177, 0.0278, 0.0357
Si, 9.9164, 8.1973, 10.4013, 0.0689, 0.1665, -0.3793
Si, 0.1846, 9.6134, 10.6199, 0.0902, -0.0604, 0.0858
Si, 3.93, 9.7236, 10.682, 0.0158, -0.0274, 0.1185
Si, 7.9762, 9.5404, 10.4491, -0.0796, -0.0121, 0.1237
Si, -0.5169, -0.5738, 12.7851, -0.1783, 0.1758, -0.0721
Si, 3.0834, 0.7161, 12.0145, 0.0804, 0.0895, -0.0575
Si, 7.8355, -0.1195, 12.4501, 0.2497, -0.2195, 0.1303
Si, 1.9941, 0.6861, 14.112, 0.0045, -0.0304, -0.0115
Si, 5.234, 1.4394, 12.6466, -0.0817, -0.1728, 0.0567
Si, 9.5876, 1.3703, 12.6176, 0.1103, -0.0307, -0.0106
Si, 0.0494, 5.5953, 13.1922, -0.0318, -0.0436, 0.0032
Si, 3.9543, 5.1146, 13.2552, 0.038, 0.0174, -0.0336
Si, 7.0945, 5.0269, 13.0018, -0.0075, 0.0864, 0.0527
Si, 2.4195, 7.5569, 12.9781, 0.0335, 0.0372, 0.0198
Si, 7.137, 7.4099, 12.8175, 0.0925, -0.0558, -0.1136
Si, 9.5859, 7.6761, 12.5962, -0.0109, -0.0579, 0.8858
O, 7.9175, 4.291, 14.2195, 0.0113, -0.0315, 0.0067
O, 2.8811, 10.9181, 15.3216, -0.0076, 0.0075, -0.0022
O, -3.6038, 7.7484, 18.7573, -0.0121, 0.001, 0.0349
O, 7.5089, 2.0141, 15.6431, -0.0099, 0, -0.0006
O, 2.5082, 8.8355, 13.9839, -0.0145, -0.0179, -0.0065
O, 10.4619, 8.9147, 13.3345, -0.0919, -0.0745, -0.198
O, 11.8958, 4.3435, 14.1968, -0.0134, 0.0685, -0.0444
O, 0.2855, 16.0379, 11.6657, -0.0396, -0.0327, 0.0441
O, 5.5094, 4.6504, 13.3454, -0.0578, -0.0374, -0.0078
O, 1.7174, 2.1976, 14.6451, -0.0024, 0.0135, 0.0214
O, 3.0499, 4.4648, 14.439, 0.0018, -0.0051, 0.013
O, 9.6224, 2.2569, 14.034, -0.0429, -0.0205, -0.0184
O, 3.2138, 7.5578, 28.9276, 0.0026, -0.0089, -0.0073
O, 12.3996, 9.7284, 32.6928, -0.0208, -0.0572, 0.0226
O, 5.9695, 8.0456, 30.0118, 0.0222, 0.0834, -0.0751
O, 1.1685, 8.9811, 29.307, -0.0503, 0.0022, -0.0142
O, 10.2942, 8.6341, 30.4621, 0.027, 0.0268, -0.0422
O, -0.3731, 10.949, 29.5158, -0.0024, -0.0165, -0.0439
O, 11.4013, 6.7969, 31.912, -0.0682, -0.0128, 0.0213
O, 10.3044, 2.3336, 29.1531, 0.0283, -0.0373, -0.0008
O, 7.7743, 9.9756, 30.3378, -0.0003, -0.0326, -0.0182
O, 5.7439, 2.5751, 30.2918, -0.0053, 0.0175, -0.0504
O, 1.9494, 5.5239, 31.4517, -0.0626, -0.1553, 0.1392
O, -0.2718, 4.8504, 30.1358, -0.0133, -0.0302, 0.0065
Si, 6.5728, 3.2464, 29.0591, 0.0289, 0.0503, 0.1285
Si, 6.0878, 12.1557, 15.6086, 0.0219, -0.0109, -0.0329
Si, 8.3677, 6.6882, 24.8601, 0.001, -0.0066, 0.0161
Si, -0.4071, 9.3579, 29.2979, 0.0288, 0.0024, 0.0255
Si, 3.3785, 3.9212, 19.7512, -0.0027, -0.0062, -0.0366
Si, 5.8033, 5.3345, 21.273, -0.001, -0.0058, -0.022
Si, 5.3892, 5.9939, 24.4435, -0.0041, -0.0051, 0.0284
Si, 3.1715, 8.1768, 25.2517, -0.0016, -0.002, 0.0347
Si, 4.6019, 4.4008, 27.004, -0.0251, 0.0147, 0.022
Si, 8.6095, 3.0556, 15.0437, -0.0004, -0.0014, -0.0331
Si, 1.0758, 6.3254, 22.3032, -0.0014, -0.0059, 0.0052
Si, 12.7417, 3.469, 21.4466, -0.0054, 0.0011, -0.007
Si, 3.9458, 0.0805, 25.5584, -0.0068, -0.0001, 0.0282
Si, 2.9319, 9.2936, 15.4928, -0.0051, -0.0077, -0.0014
Si, 7.8043, 7.336, 17.2082, -0.0022, 0.0193, -0.0489
Si, 7.736, 14.2643, 19.7867, -0.0068, 0.0096, -0.0441
Si, 5.3445, 9.7276, 19.7181, -0.0006, -0.0039, -0.0369
Si, 5.3341, 1.732, 18.5772, 0.0035, 0.0117, -0.0176
Si, 1.0242, 4.9942, 17.7941, -0.0211, 0.0325, -0.0159
Si, 2.3491, 13.3756, 26.646, -0.0117, -0.0022, 0.0153
Si, 2.4948, 6.6843, 27.7611, 0.0122, -0.0165, -0.0144
Si, 6.618, 11.531, 27.2021, 0.0127, 0.0046, -0.0063
Si, 1.6465, 3.7817, 14.9397, -0.0155, 0.0197, -0.0038
Si, 9.2642, 1.1519, 25.6347, 0.0061, 0.0128, 0.0166
Si, 9.5619, 3.8277, 24.2045, 0.01, -0.0098, 0.0149
Si, 6.9694, 9.1085, 29.2147, -0.0207, -0.0147, 0.0815
Si, 11.0938, 2.6288, 27.7501, -0.0021, 0.0032, -0.0009
Si, 4.9196, 7.9221, 17.2328, 0.0226, -0.0151, -0.0121
Si, 9.4798, 4.7274, 17.5305, -0.0122, 0.0284, -0.0121
Si, 10.7867, 10.8687, 23.3179, 0.0017, 0.0099, 0.0205
Si, 2.5981, 8.6754, 20.8549, -0.002, 0.0065, -0.0313
Si, 2.1134, 7.8097, 17.9478, -0.0077, -0.0104, -0.0405
Si, 2.1751, 10.2638, 23.3611, 0.0066, -0.0003, 0.0058
Si, 7.5414, 7.912, 20.3063, 0.0045, 0.0016, -0.0573
Si, 10.0545, 2.4698, 21.5391, 0.0024, 0.0099, 0
Si, 7.2797, 9.3657, 15.0037, 0.0814, 0.0379, -0.1208
Si, -1.6946, -2.96, 22.4154, -0.0071, -0.0059, -0.0008
Si, 1.0058, 4.099, 24.2867, -0.0059, -0.0045, 0.0145
Si, -0.357, 5.4073, 28.6009, 0.008, 0, 0.0384
Si, 9.3915, 7.7422, 27.7059, 0.0075, -0.0218, 0.0093
O, 10.2324, 1.0783, 22.3264, 0.0034, -0.0034, -0.0086
O, 3.5912, 5.5618, 27.4396, 0.019, -0.0042, 0.0029
O, 2.6909, 0.8943, 26.2363, 0.0096, -0.0088, -0.0112
O, 4.372, 8.6108, 15.8523, 0.0008, 0.0097, -0.0006
O, 6.2023, 6.9288, 16.9726, 0.0026, 0.0037, 0.0124
O, 4.1843, 8.9436, 20.5664, -0.0072, 0.0002, 0.0223
O, 1.0789, 6.0606, 28.2244, 0.0064, 0.0056, -0.0156
O, 3.9978, 9.4252, 25.937, 0.0027, 0.0104, -0.0115
O, 10.5089, 9.4653, 22.5756, 0.0013, -0.0076, -0.0094
O, 0.7759, 11.0493, 23.6674, -0.0022, 0.0025, -0.0087
O, 1.936, 8.8965, 16.7335, 0.0012, -0.0087, 0.0134
O, 7.9755, 8.1552, 28.379, 0.0034, 0.0007, -0.0185
O, 2.4033, 8.0642, 31.4643, 0.0302, 0.022, -0.0043
O, 6.7416, 6.8017, 24.8961, 0.0044, 0.0049, -0.0089
O, 4.1719, 7.0788, 24.5749, 0.0036, -0.0006, -0.0109
O, 8.822, 2.4905, 24.7932, -0.0004, 0.0083, -0.0143
O, 10.4807, 8.9704, 27.8627, 0.0115, 0.0033, 0.0166
O, 6.76, 9.357, 20.4663, 0.0018, -0.0037, 0.0213
O, 5.8239, 4.3208, 28.0868, -0.0022, 0.0009, -0.0187
O, 6.7991, 13.2784, 18.9107, -0.0032, -0.0065, 0.0117
O, 1.0684, 6.6173, 17.6233, 0.0044, -0.0195, 0.0208
O, 8.499, 4.3652, 18.7869, -0.0086, -0.0095, 0.022
O, 2.2481, 7.3251, 21.7333, -0.0018, -0.0052, 0.0059
O, 2.1673, 8.8089, 24.1284, -0.0067, 0.0051, -0.0202
O, 9.9269, 10.9458, 24.693, 0.002, -0.0018, -0.0094
O, 8.9534, 7.5791, 23.652, -0.0001, 0.0074, -0.0098
O, 12.5601, 5.0807, 21.2645, -0.0017, 0.0028, 0.0057
O, 3.7829, 3, 27.1846, 0.01, 0.0068, -0.0009
O, 8.1045, 8.6091, 16.2053, -0.0191, -0.0088, 0.016
O, 6.3256, 10.2245, 28.1749, 0.0001, 0.004, -0.0025
O, 1.1212, 2.3594, 27.7252, 0.0091, 0.0007, -0.0141
O, 1.4722, 4.1118, 16.509, 0.003, -0.0049, -0.0366
O, 1.1572, 3.0765, 23.0274, 0.0012, 0.0004, -0.0106
O, 6.4919, 6.7323, 20.7645, -0.0035, -0.0007, 0.0127
O, 9.0763, 7.2976, 26.1842, -0.0033, 0.0045, -0.0066
O, 9.4354, 3.6363, 16.318, -0.0042, -0.0046, -0.0091
O, 5.3699, 0.7055, 26.1124, 0.0021, -0.0018, -0.001
O, 2.2247, 7.5254, 26.3968, 0.0028, 0.0061, -0.0161
O, -0.1452, 13.6987, 20.737, 0.0017, -0.0005, -0.0001
O, 5.1409, 4.7301, 25.4821, 0.0041, 0.0067, -0.0282
O, 1.8413, 8.534, 19.3985, 0.0008, 0.0043, 0.0245
O, -2.6503, 7.8888, 21.1058, 0.0126, 0.0027, 0.0112
O, 5.0965, 11.3353, 19.5187, -0.0041, -0.0018, 0.0111
O, 7.9944, 0.4171, 26.3396, -0.0043, -0.0052, 0.004
O, 13.0134, 5.628, 23.7797, -0.0021, 0.0007, -0.0106
O, 3.6393, 7.166, 17.9159, -0.0075, 0.0103, 0.0107
O, 2.1565, 9.9795, 21.7454, 0.0027, 0.0011, 0.0038
O, -0.575, 4.7383, 18.0876, 0.0044, -0.0011, 0.0006
O, 8.877, 6.1358, 16.9095, -0.0047, -0.006, 0.009
O, 5.4101, -1.8131, 18.2071, -0.0125, 0.0031, 0.0106
O, -0.3968, 7.0065, 22.3234, -0.0049, 0.004, -0.0041
O, 11.0647, 4.0502, 24.8017, -0.002, 0.0009, -0.0129
O, 9.6949, 3.692, 22.5794, -0.0054, -0.0006, -0.0001
O, 2.5835, 3.0154, 20.8602, -0.008, 0.0004, 0.0094
O, 6.5025, 8.2004, 14.1401, -0.0047, -0.0057, 0.0312
O, 5.5108, 5.4351, 22.8948, -0.0026, -0.0019, -0.0081
O, 6.3232, -0.3992, 15.5895, -0.0129, 0.0286, 0.0121
O, 1.9505, 3.5087, 25.4638, -0.0032, 0.0055, -0.0179
O, 5.2446, 12.4017, 16.9747, -0.0021, 0.0028, 0.0009
O, 4.3931, 5.0089, 20.4709, 0.0072, 0.0103, 0.0148
O, 3.5192, 0.1258, 23.9355, -0.0088, 0.0005, -0.0162
O, 8.8302, 2.3546, 20.4928, 0.0073, -0.0103, 0.0182
O, 6.8636, 4.13, 20.92, -0.0067, 0.0047, 0.0183
O, 4.2121, 2.8681, 18.8545, -0.0056, 0.0046, 0.0074
O, 2.1837, 4.6304, 18.8884, 0.0049, -0.0118, 0.0172
O, 10.4196, 1.6612, 26.6513, -0.0027, -0.0083, -0.0092
O, 10.8802, 4.2283, 27.5407, 0.0076, -0.0106, -0.0005
O, 8.6756, 5.1085, 24.6272, -0.0021, 0.0048, -0.0059
O, 13.227, -3.3853, 34.034, 0.1111, 0.1239, -0.1073
O, 3.763, -1.1071, 30.0964, -0.0476, -0.0698, -0.1096
O, 3.3534, 4.671, 11.8171, 0.0234, -0.0288, -0.0201
O, 8.9479, 6.3093, 31.0643, -0.0618, 0.0494, 0.0564
O, -3.9059, 4.1897, 29.8695, -0.0167, -0.07, -0.1071
O, 6.9272, 1.9587, 28.0878, -0.0041, 0.0058, -0.0066
O, 5.2881, 1.7764, 14.2778, -0.0212, 0.0233, 0.0069
O, 10.1662, 6.2707, 13.3159, -0.0577, 0.0204, -0.1888
O, 12.1424, -0.067, 13.9371, 0.0245, 0.0336, 0.0797
O, 2.6745, 0.7653, 31.3396, -0.0558, 0.0693, -0.0223
O, 17.8031, 0.0971, 12.4991, -0.0672, -0.014, -0.0196
O, 12.765, 6.7059, 13.5687, -0.0035, -0.0035, -0.0568
O, -1.5633, 6.4754, 28.4867, -0.0115, 0.0267, -0.0184
O, 3.8311, 6.7436, 13.2629, -0.041, -0.0329, 0.0082
O, 8.2395, 10.1298, 13.9274, -0.0558, 0.0203, 0.0024
O, 12.3035, 2.2473, 30.7282, -0.0395, -0.0229, -0.0267
O, 3.1586, 3.3724, 30.7995, -0.0142, -0.0665, 0.0876
O, 4.5152, 5.8389, 30.8833, 0.0426, 0.0304, 0.0954

Results
free energy: -187155.391 eV
free energy less fixed offsets of O -568.88, Si -635.61 eV per atom: 0.969 eV

The program warned: the cutoff lies below the one the program advises for these potential files; the exchange-correlation potential is rough where the density is thin.
